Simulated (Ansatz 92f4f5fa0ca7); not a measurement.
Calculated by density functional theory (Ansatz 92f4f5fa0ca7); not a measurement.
Periodic cell of 408 atoms, Si264O144, from a study of silicon, its oxide and their interface. The atomic structure is a simulated model.
Doubt: the cutoff is far below the 930 eV that the study's wrapper takes by default for these files, so forces and energies are approximate.
This geometry differs little from another in the collection (a relaxation step or a small displacement).

Settings: functional PBE; potential files Ansatz PAW; basis plane waves; wave-function cutoff 580 eV; density cutoff ratio 5; exchange-correlation grid ratio 1; k mesh 1 x 1 x 1, Gamma-centred; self-consistency stop 5e-08 eV per atom in the density residual; occupations fixed; spin none; net charge 0.

Cell vectors (angstrom)
a	15.4687	0	0
b	0	12.8259	0
c	0	0	36.3497

Atoms and the computed forces on them: element, x, y, z (angstrom), force x, y, z (eV/angstrom)
Si	0.002	1.168	33.664	-0.004	-0.001	0.002
Si	3.884	1.167	33.681	-0.003	0.006	0.001
Si	7.764	1.165	33.693	0.003	0	0.002
Si	11.621	1.167	33.664	0.001	0.002	0.005
Si	1.912	7.577	33.67	0	0.003	0.001
Si	5.784	7.574	33.709	-0.001	-0.003	0.002
Si	9.643	7.578	33.679	0.001	-0.001	0.001
Si	13.524	7.576	33.674	0.001	-0.003	0.001
Si	1.934	5.247	34.083	0.073	0.015	0.01
Si	5.801	5.247	34.083	0.098	-0.076	-0.12
Si	9.668	5.247	34.083	-0.106	0.021	0.079
Si	13.535	5.247	34.083	0.131	-0.077	0.005
Si	0	11.66	34.083	-0.022	-0.056	-0.164
Si	3.867	11.66	34.083	0.124	0.046	0.054
Si	7.734	11.66	34.083	0.001	-0.098	-0.151
Si	11.602	11.66	34.083	0.053	0	-0.092
Si	0	4.664	35.32	-0.018	0.003	-0.011
Si	3.867	4.664	35.32	-0.044	-0.029	-0.038
Si	7.734	4.664	35.32	0.015	-0.002	0.004
Si	11.602	4.664	35.32	0.015	-0.027	-0.041
Si	1.934	11.077	35.32	-0.012	-0.037	-0.041
Si	5.801	11.077	35.32	-0.017	0.022	0.003
Si	9.668	11.077	35.32	-0.012	-0.045	-0.048
Si	13.535	11.077	35.32	-0.012	0.01	-0.021
Si	0	2.332	35.732	-0.036	-0.017	-0.02
Si	3.867	2.332	35.732	0.018	0.014	0.096
Si	7.734	2.332	35.732	0.065	0.031	0.17
Si	11.602	2.332	35.732	0.052	-0.02	-0.028
Si	1.934	8.745	35.732	-0.059	0.007	0.005
Si	5.801	8.745	35.732	-0.021	0.076	0.249
Si	9.668	8.745	35.732	-0.038	0.024	0.078
Si	13.535	8.745	35.732	0	0	0.036
Si	1.934	1.749	0.619	-0.032	-0.004	-0.022
Si	5.801	1.749	0.619	-0.009	-0.003	0.001
Si	9.668	1.749	0.619	0.006	0.02	-0.001
Si	13.535	1.749	0.619	0.001	0.012	-0.007
Si	0	8.162	0.619	-0.007	-0.008	-0.005
Si	3.867	8.162	0.619	0.003	0.006	0
Si	7.734	8.162	0.619	-0.017	0.001	0.013
Si	11.602	8.162	0.619	0.011	-0.008	-0.02
Si	0	5.83	1.031	0.016	-0.019	0.001
Si	3.867	5.83	1.031	0.049	-0.004	0.005
Si	7.734	5.83	1.031	-0.021	0.007	0.035
Si	11.602	5.83	1.031	-0.007	-0.005	-0.001
Si	1.934	12.243	1.031	0.004	0.032	0.021
Si	5.801	12.243	1.031	0.01	-0.031	-0.017
Si	9.668	12.243	1.031	0.001	0.015	0.017
Si	13.535	12.243	1.031	0.005	-0.007	0.002
Si	1.934	5.247	2.268	-0.046	-0.015	0.069
Si	5.801	5.247	2.268	-0.084	-0.064	-0.174
Si	9.668	5.247	2.268	0.101	-0.03	-0.079
Si	13.535	5.247	2.268	0.058	-0.019	-0.048
Si	0	11.66	2.268	-0.043	0.009	-0.013
Si	3.867	11.66	2.268	0.058	-0.007	-0.114
Si	7.734	11.66	2.268	-0.039	0.014	-0.021
Si	11.602	11.66	2.268	0.03	0.013	-0.037
Si	1.934	2.915	2.68	0.025	-0.037	-0.036
Si	5.801	2.915	2.68	0.016	-0.001	0.007
Si	9.668	2.915	2.68	0.003	-0.042	-0.014
Si	13.535	2.915	2.68	0.003	-0.014	0.022
Si	0	9.328	2.68	0.006	0.074	0.073
Si	3.867	9.328	2.68	0.008	0.033	0.038
Si	7.734	9.328	2.68	0.02	0.054	0.074
Si	11.602	9.328	2.68	-0.014	0.017	0.04
Si	0.417	-0.046	27.093	0.012	-0.014	0.007
Si	3.457	0.17	26.423	-0.004	-0.208	0.119
Si	7.986	-0.092	27.03	0.014	-0.013	0.026
Si	11.161	-0.074	27.012	-0.006	-0.014	0.006
Si	2.011	4.089	27.379	0.013	0.008	0.013
Si	5.384	6.648	27.015	0.005	0.016	-0.018
Si	9.968	6.133	26.668	0.005	-0.01	0.008
Si	13.11	6.691	27.032	-0.006	0	-0.001
Si	2.182	6.408	27.264	0.013	-0.023	0.015
Si	5.977	3.732	27.411	-0.012	0.014	0.009
Si	9.927	3.9	27.408	0.003	0.025	0.001
Si	13.63	3.743	27.664	0.009	-0.018	-0.001
Si	0.159	10.457	27.506	-0.008	0.012	-0.003
Si	3.806	10.146	27.294	-0.004	0.018	-0.097
Si	7.78	10.406	27.378	-0.009	0.008	0.011
Si	11.569	10.421	27.27	0.001	0.008	0.012
Si	0.177	3.401	28.739	0.003	-0.005	-0.002
Si	3.944	3.544	28.684	-0.006	0.023	-0.064
Si	7.925	3.348	28.645	-0.005	0.001	-0.004
Si	11.665	3.44	28.891	-0.015	0.002	-0.002
Si	1.997	9.866	28.809	-0.003	0.017	-0.003
Si	5.796	9.976	28.616	-0.008	0.001	-0.021
Si	9.701	9.935	28.697	0.002	-0.013	0.005
Si	13.536	9.953	28.598	0.003	0.003	-0.001
Si	0.086	1.091	29.156	0.008	0.015	0
Si	3.95	1.29	29.307	0.022	-0.133	-0.094
Si	7.799	1.056	29.138	-0.003	-0.008	-0.007
Si	11.589	1.082	29.111	0.003	0.001	0.007
Si	1.929	7.576	29.273	-0.01	-0.007	-0.008
Si	5.74	7.663	29.122	0.008	0.014	-0.005
Si	9.548	7.685	29.293	0.005	0.012	-0.003
Si	13.436	7.629	29.156	0.007	-0.008	-0.015
Si	1.991	0.571	30.434	-0.007	0.009	-0.016
Si	5.874	0.609	30.45	0.011	0.005	-0.022
Si	9.703	0.545	30.418	-0.003	0.003	0.005
Si	13.558	0.536	30.318	-0.005	0	0.001
Si	-0.069	6.97	30.35	0.006	0.009	-0.005
Si	3.881	7.028	30.443	-0.001	0.007	-0.02
Si	7.63	6.996	30.42	0.001	0.005	0.001
Si	11.54	7.014	30.409	0.007	0.003	0.005
Si	0.049	4.64	30.765	0.002	-0.004	-0.003
Si	3.914	4.694	30.767	-0.003	-0.032	0.018
Si	7.771	4.627	30.695	-0.003	0.002	0.001
Si	11.616	4.683	30.865	-0.001	-0.007	-0.004
Si	1.99	11.075	30.828	0.005	-0.007	0.002
Si	5.809	11.09	30.733	0.002	-0.003	0.012
Si	9.695	11.063	30.789	0.004	-0.004	-0.01
Si	13.544	11.049	30.724	-0.004	-0.004	-0.002
Si	1.977	4.098	32.015	0.001	0.008	-0.003
Si	5.846	4.077	31.993	-0.004	0.003	0
Si	9.66	4.088	32.029	0	0.004	-0.001
Si	13.577	4.065	32.024	0.003	0.001	-0.004
Si	0.008	10.482	31.997	0.003	0.003	-0.001
Si	3.913	10.488	32.035	0.001	0.008	-0.011
Si	7.734	10.482	31.994	-0.008	0.004	0.002
Si	11.625	10.481	32.014	0	-0.002	-0.002
Si	1.951	1.768	32.462	0.007	-0.001	-0.005
Si	5.84	1.766	32.488	-0.005	0.001	-0.006
Si	9.683	1.754	32.446	0.001	0	-0.003
Si	13.545	1.725	32.392	-0.002	-0.002	0.002
Si	-0.024	8.147	32.416	0.002	0.002	-0.001
Si	3.869	8.172	32.487	-0.001	-0.009	0.008
Si	7.688	8.158	32.469	0.002	-0.004	-0.008
Si	11.579	8.165	32.465	0	0.002	0.003
Si	0	2.332	3.917	-0.031	0.026	0.093
Si	3.867	2.332	3.917	-0.155	-0.04	-0.202
Si	7.734	2.332	3.917	0.087	-0.106	-0.264
Si	11.602	2.332	3.917	0.033	0.124	0.141
Si	1.934	8.745	3.917	-0.042	-0.061	0.183
Si	5.801	8.745	3.917	-0.179	0.002	0.132
Si	9.668	8.745	3.917	0.043	0.036	0.094
Si	13.535	8.745	3.917	-0.025	0.097	0.314
Si	1.924	6.418	4.339	-0.001	0.002	-0.002
Si	5.778	6.417	4.3	0.001	0	-0.003
Si	9.697	6.418	4.317	-0.003	0.001	-0.003
Si	13.559	6.412	4.325	-0.001	0.002	-0.003
Si	-0.005	12.823	4.332	0	-0.002	-0.005
Si	3.878	12.818	4.32	0	-0.002	-0.004
Si	7.724	12.82	4.33	0	-0.001	-0.005
Si	11.602	12.826	4.327	0	-0.001	-0.005
Si	0.001	5.839	5.607	0	0	0.001
Si	3.862	5.853	5.571	0.003	-0.004	-0.001
Si	7.727	5.83	5.471	0	-0.003	-0.005
Si	11.639	5.868	5.573	-0.001	0.001	0
Si	1.946	12.189	5.513	0	0.002	0.001
Si	5.794	12.199	5.565	-0.002	-0.001	-0.001
Si	9.664	12.231	5.541	-0.003	0.002	-0.003
Si	13.526	12.256	5.58	-0.001	0.001	-0.002
Si	0.001	3.497	5.998	-0.004	0.003	0.002
Si	3.825	3.512	5.945	0.004	0.001	-0.001
Si	7.737	3.506	5.935	0.002	-0.002	0.001
Si	11.608	3.532	5.993	0	0	0
Si	1.903	9.875	6.019	0.002	0	-0.002
Si	5.745	9.889	6.014	0.003	0.001	0.002
Si	9.658	9.909	5.996	0.002	-0.002	0.001
Si	13.503	9.925	6.032	0	0	-0.002
Si	1.938	2.83	7.201	-0.001	0.001	0.005
Si	5.773	2.803	7.024	0.001	0.007	-0.003
Si	9.65	2.918	7.187	-0.004	0.01	0.001
Si	13.538	2.967	7.263	0.002	-0.006	-0.002
Si	-0.038	9.336	7.298	-0.001	0.001	0.001
Si	3.81	9.352	7.338	0.001	0	-0.001
Si	7.704	9.342	7.212	-0.003	0.008	0.005
Si	11.565	9.4	7.331	-0.001	0.001	-0.006
Si	-0.034	6.999	7.7	0	-0.004	0
Si	3.889	7.011	7.648	0	0.005	0.002
Si	7.729	6.985	7.495	0.002	-0.008	-0.005
Si	11.679	7.048	7.639	-0.008	-0.009	0
Si	1.995	13.323	7.552	0.001	-0.001	-0.006
Si	5.77	13.356	7.621	0.004	0.004	0.002
Si	9.659	13.433	7.562	0.002	-0.011	-0.002
Si	13.531	13.47	7.62	0	-0.003	0.005
Si	1.952	6.295	8.773	0	-0.005	-0.017
Si	5.849	6.254	8.751	-0.004	-0.003	-0.012
Si	9.693	6.351	8.617	0.006	0.001	0
Si	13.513	6.407	8.998	-0.005	0.004	0.006
Si	0.036	12.821	8.727	-0.003	0.005	-0.005
Si	3.861	12.76	8.922	-0.002	0.001	0
Si	7.74	12.912	8.833	-0.014	0.005	-0.008
Si	11.577	12.935	8.84	-0.002	0.001	-0.002
Si	1.95	4.039	9.231	0.001	0.008	0.002
Si	5.808	3.923	9.021	0	0	0.005
Si	9.621	4.106	9.233	0.005	0.01	-0.015
Si	13.523	4.079	9.382	-0.002	0.008	-0.001
Si	-0.088	10.565	9.353	0.004	0	-0.001
Si	3.747	10.43	9.517	0.006	-0.003	0.004
Si	7.647	10.605	9.229	0.005	-0.026	0.012
Si	11.487	10.677	9.395	0.007	0.006	-0.008
Si	0.05	3.519	10.565	-0.004	-0.02	-0.019
Si	3.959	3.538	10.397	-0.008	-0.023	-0.02
Si	7.635	3.54	10.422	-0.002	-0.021	-0.012
Si	11.509	3.526	10.542	0.004	-0.01	-0.006
Si	1.688	10.223	10.886	-0.003	-0.019	-0.007
Si	5.833	9.713	10.414	-0.002	-0.004	-0.033
Si	9.493	10.243	10.626	0	-0.011	-0.013
Si	13.42	10.308	10.685	0.004	-0.004	0.003
Si	0.38	1.242	10.661	-0.006	0.015	-0.015
Si	3.528	1.257	10.878	0.007	0.006	-0.008
Si	8.025	1.261	10.883	-0.009	0.013	0.002
Si	11.181	1.247	10.89	0.008	0.009	-0.009
Si	1.248	7.228	11.708	-0.007	0.009	-0.014
Si	6.784	7.493	10.475	0.004	0.027	0.02
Si	9.187	7.222	10.676	-0.02	-0.006	-0.003
Si	13.583	7.209	11.251	-0.002	-0.001	0.01
O	9.573	0.155	26.582	-0.002	0.008	-0.008
O	1.852	0.525	26.452	0.198	-0.062	0.035
O	11.742	4.583	24.51	0.004	0.006	-0.021
O	3.781	6.322	26.831	-0.019	-0.012	0.002
O	-0.347	6.835	11.735	0.015	0.002	0
O	1.449	8.827	11.705	-0.001	-0.003	-0.002
O	9.602	13.839	11.335	0.001	-0.002	0.006
O	1.924	13.906	11.246	0.008	-0.002	0.011
O	4.394	13.543	12.18	0.008	0.005	0.013
O	13.469	11.333	11.98	-0.001	-0.004	0.003
O	2.038	6.645	12.99	0.005	-0.009	0.012
O	6.507	7.315	12.108	0.003	0.008	-0.009
O	12.434	6.565	12.243	0	0.002	-0.001
O	1.519	11.25	12.175	-0.004	0.005	0.022
O	14.776	13.61	11.807	-0.003	0.001	-0.002
O	7.048	13.573	12.109	-0.009	0.003	0.005
O	9.033	10.972	12.044	-0.009	-0.002	0.027
O	4.394	4.447	11.749	0.008	0.009	0.014
O	7.152	4.403	11.787	-0.012	0.007	0.014
O	0.119	3.952	12.178	0	-0.003	0.03
O	9.735	6.273	11.914	0.01	0.005	0.003
O	12.091	13.567	12.172	0.004	-0.001	0.005
O	5.798	9.882	12.102	-0.003	0.003	0.03
O	11.379	4.187	12.068	0	0.007	0.01
O	10.299	2.943	26.071	0.006	-0.005	-0.017
O	8.992	6.349	25.352	-0.007	-0.014	-0.018
O	0.337	9.617	26.078	-0.002	-0.009	-0.003
O	6.955	0.474	25.865	-0.021	0.011	-0.015
O	7.861	9.519	25.948	-0.005	-0.005	-0.021
O	4.311	0.905	25.247	-0.009	-0.026	0.045
O	14.046	7.658	26.094	0.014	0.003	-0.006
O	12.1	0.459	25.766	0.007	-0.001	-0.002
O	1.223	7.071	26.096	-0.016	0.006	-0.013
O	2.207	3.607	25.774	-0.005	0.005	-0.032
O	11.531	9.615	25.796	0.001	-0.01	-0.035
O	3.758	8.941	26.162	0.01	0.083	0.003
O	5.833	7.476	25.668	-0.017	0.001	0.015
O	14.739	0.25	25.958	0.002	0.004	-0.001
O	5.886	2.876	26.011	-0.001	-0.019	-0.024
O	13.534	2.537	26.569	0	0.01	0.002
Si	16.895	2.605	21.776	0.008	0.001	-0.005
Si	2.302	6.979	20.01	-0.004	-0.001	0.004
Si	14.623	7.723	20.012	-0.001	0.001	0.004
Si	6.386	11.939	15.173	0.009	0.011	-0.001
Si	14.91	12.854	17.851	-0.001	-0.002	0.006
Si	1.686	1.473	19.2	0.001	0	-0.008
Si	12.647	5.144	23.239	-0.002	-0.002	0.024
Si	3.34	6.417	22.956	-0.01	0.014	0.012
Si	8.701	10.532	13.595	0	0.003	-0.007
Si	11.918	13.113	17.327	0	0.002	0.007
Si	-1.279	9.388	14.99	0	0.003	-0.007
Si	7.36	9.822	24.417	0	-0.006	0.025
Si	6.477	12.616	18.278	-0.002	0.011	0.01
Si	13.522	12.871	12.514	-0.012	-0.008	0
Si	14.092	5.403	18.169	-0.004	-0.003	0.007
Si	5.738	13.993	13.007	-0.001	0.007	-0.012
Si	6.11	5.967	22.206	-0.003	0.002	0.004
Si	2.745	9.195	18.047	-0.005	0.007	0.009
Si	5.183	6.56	14.753	0.006	-0.001	-0.003
Si	10.516	3.478	24.539	-0.006	0.003	0.03
Si	7.013	1.406	22.242	-0.008	0.005	0.007
Si	10.379	14.342	19.535	-0.008	0.003	-0.006
Si	13.51	1.249	25.604	0.001	-0.003	0
Si	6.364	8.651	13.051	0.004	-0.009	-0.022
Si	-0.579	6.407	15.304	-0.02	0.003	-0.001
Si	3.503	11.98	18.141	0.001	0.003	0.015
Si	11.09	5.693	12.631	0.013	0	0
Si	7.137	8.711	21.726	-0.001	0.003	0.011
Si	8.5	5.601	23.979	0.008	0.005	0.025
Si	10.041	8.175	17.085	0.007	0.001	-0.005
Si	15.251	0.794	14.766	-0.012	-0.009	0.002
Si	5.851	1.479	25.178	0.011	0.017	0.002
Si	0.073	8.094	25.565	-0.011	0.009	0.014
Si	15.244	9.779	17.901	-0.002	0.006	0.003
Si	11.575	9.194	24.215	-0.001	0.002	0.021
Si	11.734	3.296	17.523	0.001	-0.002	0.003
Si	1.407	4.323	19.324	0.001	0.001	-0.004
Si	3.756	10.53	15.626	-0.008	-0.002	0.008
Si	7.397	11.482	20.922	0.001	0	-0.005
Si	7.37	2.318	19.526	0.003	-0.002	-0.005
Si	14.554	2.909	23.309	-0.011	-0.002	0.016
Si	14.076	7.901	23.166	0.006	0.006	0.002
Si	10.629	6.938	22.488	-0.002	-0.002	0.016
Si	7.619	6.587	16.711	0.004	-0.003	0.006
Si	1.757	3.993	24.246	0.009	-0.001	0.028
Si	10.27	5.513	15.774	0.013	-0.007	-0.019
Si	4.759	8.485	24.946	0.003	-0.007	0.009
Si	9.479	11.28	23.024	0.007	-0.008	0.013
Si	7.714	5.35	19.523	-0.006	-0.017	0.003
Si	9.51	7.579	20.036	-0.001	0	0.006
Si	2.157	5.953	14.461	-0.005	0.007	-0.015
Si	0.257	3.885	13.807	-0.007	0	-0.017
Si	1.252	11.099	13.797	-0.01	0.007	-0.011
Si	11.328	10.545	15.452	0.002	0.007	-0.003
Si	10.173	1.279	22.533	0.015	0.005	0.004
Si	5.759	4.259	12.66	0.001	-0.017	0.004
O	10.839	6.848	16.539	-0.004	0.008	0.004
O	13.008	4.198	18.001	0.002	0.004	-0.005
O	15.465	2.37	14.364	0.002	0.006	-0.001
O	14.315	9.558	16.6	0.001	0	0.001
O	2.718	7.019	21.578	-0.001	-0.001	-0.007
O	10.907	1.314	21.07	-0.002	-0.001	0.003
O	10.855	4.159	16.457	-0.001	0.003	-0.002
O	7.757	11.599	14.373	-0.005	-0.004	0
O	0.13	1.017	18.957	0	0.001	-0.006
O	13.698	1.785	24.097	0.009	0.006	-0.008
O	6.712	12.7	21.764	0.002	-0.002	-0.003
O	15.582	3.832	24.219	0.004	0	-0.011
O	5.754	0.432	14.453	0.001	-0.008	0.008
O	11.029	7.685	23.879	-0.003	0.001	-0.012
O	10.099	8.248	18.7	-0.001	-0.001	-0.001
O	2.673	0.478	18.451	-0.001	-0.001	-0.003
O	5.991	7.582	21.935	-0.001	0.001	-0.003
O	8.627	5.503	15.966	-0.007	0.003	-0.001
O	6.505	10.147	21.269	0	-0.002	0
O	-0.297	0.678	16.381	0	0.004	0.002
O	6.925	5.571	23.581	-0.006	-0.003	-0.01
O	11.532	12.03	16.151	-0.001	-0.003	-0.003
O	0.717	7.307	19.982	0.001	0.001	-0.002
O	6.185	1.736	23.603	0	-0.004	-0.005
O	6.599	2.371	20.979	-0.001	0.001	0.001
O	8.14	11.223	24.009	0.006	0.004	-0.012
O	5.291	10.708	15.063	-0.003	0	-0.006
O	15.512	4.72	18.552	0	0.003	-0.003
O	6.537	14.25	18.442	-0.001	-0.003	-0.004
O	14.203	6.21	16.758	0.001	0.001	-0.005
O	6.788	12.232	16.727	-0.002	-0.003	-0.007
O	10.794	13.123	18.523	0	0	-0.001
O	2.9	10.629	18.821	-0.001	0	-0.011
O	-1.211	7.775	14.631	0.003	-0.002	-0.001
O	16.637	3.985	20.916	-0.002	0.003	0
O	3.837	7.705	23.853	-0.008	-0.013	-0.011
O	6.153	6.627	16.043	0	-0.001	0.001
O	10.913	2.925	18.894	-0.002	-0.002	-0.001
O	10.153	10.526	14.322	0.004	0.005	0.003
O	9.21	5.96	19.859	0.005	0.011	0
O	8.932	11.213	21.471	-0.005	0.001	-0.003
O	12.088	1.85	16.794	-0.002	0.003	-0.004
O	8.452	8.02	16.647	-0.005	0.001	-0.003
O	10.784	5.598	14.225	-0.012	-0.002	0.02
O	9.077	4.083	24.059	-0.001	0.003	-0.008
O	4.595	5.457	22.513	0.004	-0.005	-0.005
O	14.479	9.137	19.195	0	0.002	-0.002
O	13.585	6.407	23.649	0	-0.004	-0.006
O	1.772	4.36	14.269	0.007	0.002	0.007
O	7.871	8.82	23.211	0.001	0	-0.016
O	7.844	9.109	13.626	0.001	0.004	0.001
O	13.311	12.692	18.063	0.002	0.001	-0.008
O	13.109	9.148	23.646	0	0	-0.007
O	14.676	5.02	14.418	0.005	0.003	0.005
O	15.419	2.074	22.222	-0.003	-0.001	-0.006
O	2.61	10.456	14.465	0.007	0	-0.001
O	10.94	2.318	23.507	-0.005	-0.006	-0.015
O	1.01	12.641	14.299	0.001	0	0.001
O	5	12.129	18.715	-0.005	-0.002	-0.011
O	-1.736	6.519	19.325	-0.001	-0.001	-0.004
O	2.321	2.928	23.114	0.001	-0.001	-0.004
O	5.754	5.345	13.843	-0.005	0.012	0.009
O	8.773	14.35	19.671	0.003	0.002	0.003
O	6.75	5.357	20.839	0.002	0.002	-0.002
O	5.732	2.762	13.311	-0.003	-0.002	-0.007
O	7.221	6.245	18.259	0.001	0.006	-0.009
O	10.306	12.653	23.233	-0.003	0.002	-0.009
O	11.604	5.683	22.122	-0.001	-0.003	-0.011
O	5.699	9.735	24.386	0	0.001	-0.002
O	3.469	11.873	16.514	0	-0.001	-0.005
O	10.592	10.159	23.363	-0.008	0.006	-0.008
O	12.7	10.025	14.698	-0.003	0	0.001
O	15.513	8.108	23.928	-0.006	0	-0.017
O	-0.065	10.175	14.195	0.001	0	0.004
O	10.808	9.508	16.595	-0.003	-0.005	-0.001
O	8.595	14.484	22.508	-0.004	0	-0.001
O	3.627	6.211	15.1	0	0	0.004
O	7.465	11.815	19.32	0	-0.002	0.002
O	10.636	7.883	21.175	0.003	0.007	-0.01
O	3.646	9.241	16.662	0.006	-0.002	-0.01
O	1.963	2.97	18.602	0.001	0.004	0.001
O	5.277	8.083	14.131	-0.01	-0.003	0.006
O	3.168	8.027	19.098	0	0.001	-0.003
O	13.525	3.946	22.595	0.003	0.001	-0.012
O	7.701	3.811	18.994	0	0.006	0.001
O	11.519	6.73	26.584	0.011	-0.004	-0.004
O	14.166	7.957	21.55	0.001	0	-0.006
O	13.844	13.039	14.111	0.015	0.009	0.015
O	8.127	8.29	20.514	0.002	-0.003	-0.006
O	2.511	5.52	19.29	-0.001	0.002	0
O	15.556	11.37	18.062	-0.002	0.001	-0.004
O	9.133	6.355	22.687	0.004	0.005	-0.016
O	1.183	9.005	17.628	0.003	0	-0.003
O	1.044	6.618	15.463	0.004	0	0.004
O	17.533	1.476	20.8	0.001	0	0.004
O	2.282	5.488	23.806	0.002	0.001	-0.01
O	9.208	6.981	27.827	-0.014	-0.008	-0.007
O	13.401	8.824	11.384	-0.003	0.003	0.001
O	3.613	11.39	26.23	0	0.271	0.182
O	6.242	5.273	26.906	0.004	-0.005	0.006
O	4.175	13.308	27.86	-0.202	0.019	-0.137
O	2.017	6.738	10.371	-0.006	0.012	0.023
O	13.687	5.171	26.843	0	0.02	-0.007
O	9.845	8.685	11.039	-0.002	0.02	0.004

Results
free energy: -249725.841 eV
free energy less fixed offsets of O -568.88, Si -635.61 eV per atom: -6.081 eV

The program warned: the cutoff lies below the one the program advises for these potential files; the forces do not sum to zero within the program's tolerance; the exchange-correlation potential is rough where the density is thin.
